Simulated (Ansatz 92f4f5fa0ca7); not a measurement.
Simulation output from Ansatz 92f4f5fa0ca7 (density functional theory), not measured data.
Periodic cell of 227 atoms, Si134O91H1N1, from a study of silicon, its oxide and their interface. The atomic structure is a simulated model.
Doubt: the cutoff is far below the 930 eV that the study's wrapper takes by default for these files, so forces and energies are approximate.
This geometry differs little from another in the collection (a relaxation step or a small displacement).

Settings: functional PBE; potential files Ansatz PAW; basis plane waves; wave-function cutoff 580 eV; density cutoff ratio 5; exchange-correlation grid ratio 1; k mesh 1 x 1 x 1, Gamma-centred; self-consistency stop 5e-08 eV per atom in the density residual; occupations fixed; spin none; net charge 0.

Cell vectors (angstrom)
a, 10.938, 0, 0
b, 0, 10.938, 0
c, 0, 0, 32.0459

Atoms: element, x, y, z (angstrom)
Si, 0.2708, -0.2192, 24.5151
Si, 5.9458, -0.0945, 24.4174
Si, 2.2822, 2.9651, 24.7687
Si, 7.8159, 3.0637, 24.7748
Si, 0.1147, 5.3343, 24.674
Si, 5.595, 5.3699, 24.6003
Si, 2.4747, 8.4276, 24.4971
Si, 7.9184, 8.3052, 24.3858
Si, 1.2853, 1.2983, 26.0181
Si, 6.8551, 1.351, 26.0308
Si, 4.0116, 4.1393, 25.8786
Si, 9.4767, 4.1943, 25.9752
Si, 1.3579, 6.8988, 25.9231
Si, 6.7722, 6.9081, 25.9171
Si, 4.1464, 9.6734, 25.6625
Si, 9.5459, 9.5143, 25.7174
Si, 2.7886, -0.0167, 27.2378
Si, 8.2728, -0.0452, 27.2536
Si, -0.0746, 2.7577, 27.2886
Si, 5.4029, 2.7536, 27.2666
Si, 2.7167, 5.5126, 27.2793
Si, 8.1405, 5.5556, 27.3066
Si, -0.0529, 8.2302, 27.2386
Si, 5.3947, 8.286, 27.2146
Si, 4.1018, 1.3673, 28.6276
Si, 9.5708, 1.3673, 28.6276
Si, 1.3673, 4.1018, 28.6276
Si, 6.8362, 4.1018, 28.6276
Si, 4.1018, 6.8362, 28.6276
Si, 9.5708, 6.8362, 28.6276
Si, 1.3673, 9.5708, 28.6276
Si, 6.8362, 9.5708, 28.6276
Si, 0, 0, 29.9949
Si, 5.469, 0, 29.9949
Si, 2.7345, 2.7345, 29.9949
Si, 8.2035, 2.7345, 29.9949
Si, 0, 5.469, 29.9949
Si, 5.469, 5.469, 29.9949
Si, 2.7345, 8.2035, 29.9949
Si, 8.2035, 8.2035, 29.9949
Si, 1.3673, 1.3673, 31.3621
Si, 6.8362, 1.3673, 31.3621
Si, 4.1018, 4.1018, 31.3621
Si, 9.5708, 4.1018, 31.3621
Si, 1.3673, 6.8362, 31.3621
Si, 6.8362, 6.8362, 31.3621
Si, 4.1018, 9.5708, 31.3621
Si, 9.5708, 9.5708, 31.3621
Si, 2.7345, 0, 0.6835
Si, 8.2035, 0, 0.6835
Si, 0, 2.7345, 0.6835
Si, 5.469, 2.7345, 0.6835
Si, 2.7345, 5.469, 0.6835
Si, 8.2035, 5.469, 0.6835
Si, 0, 8.2035, 0.6835
Si, 5.469, 8.2035, 0.6835
Si, 4.1018, 1.3673, 2.0507
Si, 9.5708, 1.3673, 2.0507
Si, 1.3673, 4.1018, 2.0507
Si, 6.8362, 4.1018, 2.0507
Si, 4.1018, 6.8362, 2.0507
Si, 9.5708, 6.8362, 2.0507
Si, 1.3673, 9.5708, 2.0507
Si, 6.8362, 9.5708, 2.0507
Si, 0, 0, 3.418
Si, 5.469, 0, 3.418
Si, 2.7345, 2.7345, 3.418
Si, 8.2035, 2.7345, 3.418
Si, 0, 5.469, 3.418
Si, 5.469, 5.469, 3.418
Si, 2.7345, 8.2035, 3.418
Si, 8.2035, 8.2035, 3.418
Si, 1.4349, 1.3033, 4.7687
Si, 6.8487, 1.3503, 4.8423
Si, 4.1774, 4.0094, 4.7455
Si, 9.5703, 4.0884, 4.8148
Si, 1.3722, 6.8266, 4.7488
Si, 6.8804, 6.8115, 4.8078
Si, 4.1223, 9.5845, 4.8258
Si, 9.6053, 9.5411, 4.7361
Si, 2.7861, -0.0079, 6.2707
Si, 8.2564, -0.0706, 6.126
Si, 0.0443, 2.6621, 6.0704
Si, 5.4843, 2.6877, 6.2906
Si, 2.7666, 5.4007, 5.9643
Si, 8.24, 5.4431, 6.2642
Si, 0.058, 8.2234, 6.1189
Si, 5.529, 8.2363, 6.1604
Si, 3.8326, 1.6217, 7.6798
Si, 9.9118, 1.0261, 7.367
Si, 1.6214, 3.8635, 7.3004
Si, 6.5359, 4.3845, 7.5728
Si, 4.2758, 6.5992, 7.249
Si, 9.4494, 7.1108, 7.4634
Si, 1.2031, 9.7262, 7.5546
Si, 7.1674, 9.3041, 7.5265
O, 5.4053, 5.5504, 7.8032
O, 0.0668, -0.0749, 7.9674
O, 2.7094, 2.8022, 7.9388
O, 8.2795, 8.1622, 7.9599
O, 1.3719, 9.575, 24.0086
O, 6.6629, 4.1531, 24.2841
O, 6.9106, 9.5651, 23.9212
O, 2.6971, 2.3664, 23.2839
O, 6.6573, 9.9403, 8.9612
O, 0.9494, 4.6176, 8.5821
O, 1.774, 9.076, 8.9759
O, 6.8018, 3.9398, 9.1469
O, 10.2859, 6.707, 8.8415
O, 4.2135, 1.1099, 9.2085
O, 3.4322, 7.0833, 8.552
O, 9.1965, 1.7197, 8.6699
O, 5.8035, 1, 23.1686
O, 8.3141, 2.424, 23.3479
O, 12.0278, 4.0426, 24.4033
O, 5.1708, 6.1358, 23.1719
O, 8.3548, 7.3808, 23.0552
O, 8.1583, 3.9866, 18.8566
O, 2.9622, 7.6069, 23.1409
O, 10.7082, 0.6439, 23.2079
Si, 7.1117, 10.3529, 10.4794
Si, 4.5465, 12.0286, 10.8168
Si, 7.9182, 4.9704, 17.5769
Si, -0.2266, 7.3234, 19.754
Si, 4.1396, 13.4816, 15.3253
Si, 0.2628, 1.1412, 17.6003
Si, 12.7124, 1.9747, 19.8774
Si, 5.719, 1.7594, 21.7182
Si, 7.0997, 3.4173, 15.0244
Si, 3.7202, -2.1625, 18.1591
Si, 4.2981, 0.2256, 19.4718
Si, 8.0117, 4.0651, 10.2294
Si, 9.1865, 1.4899, 10.2808
Si, 10.665, 5.2317, 9.4358
Si, -0.1973, 6.9402, 13.8646
Si, 5.8945, 6.9836, 17.3706
Si, 10.5184, 1.0635, 21.6503
Si, 2.7408, 7.9613, 9.7011
Si, 7.008, -0.0092, 18.0653
Si, 6.9739, 2.8915, 19.2194
Si, 14.0486, 3.3928, 22.0799
Si, 11.3783, 1.3373, 12.3184
Si, 7.5171, -2.0535, 15.7738
Si, 9.9745, 2.4246, 14.9122
Si, 2.5972, 10.7365, 16.0379
Si, 1.1989, -1.3758, 13.41
Si, 7.8265, 5.7486, 12.9096
Si, -1.4489, 10.2192, 19.5637
Si, 8.4568, 3.1404, 21.8834
Si, 9.8989, -3.9842, 16.6917
Si, 3.7298, 6.3676, 22.4077
Si, 1.5239, 5.7482, 11.6858
Si, 4.3651, 15.3175, 17.8869
Si, 3.8197, 9.3744, 12.0371
Si, 9.2253, 6.1965, 22.2844
Si, 2.7104, 6.3849, 19.5467
Si, 3.0696, 3.1875, 12.454
Si, 6.63, -2.3684, 12.9212
O, 7.9196, -0.9391, 19.0908
O, -0.489, 8.9329, 19.8761
O, 13.8988, 4.9353, 22.5823
O, 10.4824, 1.7383, 16.2954
O, 2.7382, 7.5, 18.3501
O, 3.9405, 8.6359, 10.5838
O, 8.2134, 2.6206, 10.9549
O, -0.7731, 0.1583, 18.3691
O, 7.1639, 9.0641, 11.4675
O, 5.3756, 0.0315, 18.2528
O, 3.49, -1.1888, 19.4599
O, -0.0635, 8.5399, 13.5418
O, 4.2719, 13.4798, 11.53
O, 0.0338, 6.7879, 15.4849
O, 7.8532, 5.217, 11.3644
O, 3.1485, 4.9385, 18.8639
O, 9.3106, 4.3655, 9.2902
O, 0.7888, 2.3248, 18.6194
O, -2.02, 8.2065, 16.3117
O, 4.6494, 2.9991, 21.7355
O, -5.8611, 9.0574, 13.0211
O, 14.381, -1.4365, 16.7149
O, 1.7556, 13.1944, 12.3638
O, 5.1834, 0.5296, 20.7851
O, -0.2664, 1.6596, 10.8942
O, 7.1927, 6.3336, 18.1276
O, 7.2687, 10.2952, 16.5737
O, 0.1651, 5.1518, 10.9966
O, 12.5813, -0.727, 14.8347
O, 9.6235, -4.27, 20.7761
O, 6.73, 6.9487, 12.9747
O, 6.0904, 11.5248, 10.9848
O, 3.4502, 14.2211, 14.0414
O, -1.526, 0.0685, 20.9858
O, 8.346, 2.388, 14.9684
O, 5.2358, 8.1558, 18.2765
O, 5.7375, 13.4648, 14.9659
O, 14.1366, 1.4097, 19.3011
O, 9.2802, -4.5819, 13.3946
O, 8.6251, -0.0018, 10.5664
O, 1.1937, -4.348, 20.1547
O, 2.5138, 8.8127, 12.8171
O, 6.3629, 7.7314, 15.9963
O, -0.3837, 7.0891, 18.1526
O, 1.9224, 6.9808, 10.7024
O, 4.8775, 5.7415, 17.1139
O, 7.2755, 4.5413, 13.8568
O, 3.5768, 11.9469, 15.514
O, 3.7709, 6.6664, 20.7918
O, 10.4106, 12.537, 13.5944
O, 7.0337, 4.1749, 16.472
O, 11.7098, -0.2442, 12.3391
O, 11.9475, 0.9009, 20.8566
O, -1.6979, 5.4454, 16.7642
O, 10.6253, 3.9091, 14.7636
O, 13.0504, 3.2656, 20.8036
N, 7.1089, 2.5277, 20.9362
O, 7.3633, 12.5182, 18.2956
O, 12.0061, 6.2007, 13.1734
O, 8.4365, 4.7749, 22.0465
O, 3.6546, 10.9627, 11.6879
O, 5.5113, 3.5806, 18.7999
O, 1.5852, 11.2347, 17.1989
O, 7.4972, 9.2002, 14.171
O, 2.7383, 4.6725, 11.8498
O, 9.9399, 2.5923, 21.4103
O, 3.8312, 3.368, 16.7158
O, 10.5455, 5.9369, 23.2205
H, 10.4927, 4.4942, 15.5311

Results
free energy: -137341.901 eV
free energy less fixed offsets of H -15.97, N -385.13, O -568.88, Si -635.61 eV per atom: -0.981 eV

Forces (eV/angstrom), in the order of the atoms: element, x, y, z
Si, -0.0162, 0.0212, 0.0238
Si, -0.0085, 0.0137, 0.0287
Si, 0.0219, -0.0108, 0.0242
Si, 0.014, -0.0043, 0.0295
Si, -0.0185, 0.0068, 0.0028
Si, -0.0245, 0.0097, 0.0174
Si, 0.0186, -0.0179, -0.0022
Si, 0.0107, -0.0086, 0.0327
Si, -0.0035, -0.0019, -0.0071
Si, -0.0039, -0.0033, -0.0089
Si, 0.0028, -0.0055, -0.012
Si, -0.0023, -0.0075, -0.0079
Si, 0.0055, -0.0051, 0.0023
Si, 0.0116, -0.0054, -0.0045
Si, 0.0014, 0.0015, 0.0041
Si, -0.01, 0.0039, -0.0088
Si, -0.0006, 0.0015, 0.0028
Si, 0.0053, 0.0005, 0.0012
Si, 0.0015, -0.0001, 0.0042
Si, -0.0003, -0.0055, 0.0023
Si, 0.0004, 0.0059, 0.0105
Si, -0.0041, 0.008, 0.0076
Si, -0.0061, -0.002, 0.0118
Si, -0.0122, -0.0039, 0.01
Si, -0.1183, -0.027, 0.1972
Si, -0.0546, -0.179, 0.3179
Si, -0.1244, 0.0473, -0.0377
Si, -0.2826, 0.0514, 0.0055
Si, -0.0149, 0.3636, -0.0223
Si, -0.0362, 0.2888, 0.2456
Si, 0.0703, -0.0386, -0.2845
Si, -0.0105, 0.015, -0.2347
Si, 0.095, 0.1557, -0.0082
Si, 0.111, 0.0857, -0.0133
Si, -0.0527, -0.0832, -0.0164
Si, -0.0452, -0.1422, -0.025
Si, 0.0298, -0.036, -0.0139
Si, 0.0443, 0.0014, -0.0064
Si, -0.0142, -0.114, -0.0012
Si, 0.0011, -0.0732, 0.0163
Si, -0.0081, -0.007, 0.0126
Si, -0.0445, 0.0555, 0.0013
Si, -0.0263, 0.0393, -0.0299
Si, -0.0032, 0.0504, -0.0423
Si, -0.0158, 0.0266, -0.0119
Si, 0.0196, -0.0108, -0.0046
Si, -0.0678, 0.0156, -0.0404
Si, -0.0302, 0.0035, -0.0323
Si, 0.0729, -0.0053, 0.0167
Si, 0.0371, 0.0238, 0.021
Si, -0.0113, -0.0141, 0.0139
Si, 0.0204, -0.0446, 0.0273
Si, -0.0174, -0.0202, 0.0225
Si, 0.0329, -0.0478, 0.0083
Si, 0.0374, -0.0615, 0.0208
Si, 0.0122, -0.0216, 0.0084
Si, -0.0734, 0.0567, -0.0477
Si, 0.0405, 0.0296, 0.0501
Si, -0.0197, -0.0007, 0.0613
Si, -0.0048, 0.0871, -0.0176
Si, 0.0015, 0.0233, 0.0573
Si, -0.0792, -0.0135, -0.0369
Si, -0.0332, 0.0541, -0.0428
Si, 0.0014, -0.0165, 0.0519
Si, 0.2297, -0.0464, -0.2689
Si, 0.0146, 0.1611, 0.2392
Si, 0.2139, -0.3781, -0.2835
Si, -0.1293, -0.0174, 0.2876
Si, -0.2459, -0.0715, -0.0079
Si, 0.3321, -0.0989, 0.0161
Si, 0.1531, 0.1974, 0.1079
Si, 0.0717, -0.2775, -0.1728
Si, 0.002, 0.0047, -0.0102
Si, 0.0039, 0.0008, -0.0061
Si, 0.0109, 0.0015, 0.0006
Si, 0.0058, -0.006, -0.0064
Si, 0.0006, 0.0002, -0.0097
Si, -0.0126, -0.01, 0.0001
Si, -0.0013, -0.0016, -0.0094
Si, 0.0013, 0.0006, -0.0173
Si, 0.0052, -0.0005, -0.0025
Si, -0.0138, 0.009, 0.0034
Si, -0.012, 0.0025, -0.0008
Si, -0.0012, 0.0047, -0.0007
Si, 0.0013, 0.0016, -0.0022
Si, 0.0018, 0.0104, -0.002
Si, -0.0018, -0.0065, 0.0077
Si, 0.0064, 0.0043, -0.0095
Si, 0.0083, -0.0027, -0.0054
Si, -0.0055, 0.0192, -0.0071
Si, -0.0013, -0.0008, 0.0056
Si, -0.0148, 0.0067, -0.0002
Si, 0.0191, -0.0423, 0.0611
Si, 0.0138, -0.0216, -0.0227
Si, 0.0243, -0.0323, 0.0097
Si, -0.0097, 0.0047, -0.0079
O, -0.0403, 0.0377, -0.0114
O, -0.0001, -0.0001, 0.0121
O, -0.0097, 0.0073, 0.006
O, -0.0044, 0.0111, 0.0136
O, 0.0009, -0.0046, -0.0195
O, 0.0076, -0.0056, -0.0189
O, -0.0049, 0.0084, -0.0243
O, 0, 0.0043, -0.0203
O, -0.0008, 0.0098, 0.0187
O, 0.009, -0.0043, 0.0007
O, 0.013, -0.0144, 0.0109
O, -0.0013, 0.0005, 0.008
O, 0.0048, 0.0053, 0.0137
O, 0.0025, -0.0031, 0.0195
O, 0.0002, 0.0106, -0.0005
O, -0.0051, -0.0005, 0.0071
O, -0.0008, 0.0132, -0.0284
O, 0.0035, 0.0002, -0.0211
O, -0.0019, 0.003, -0.0152
O, -0.0052, 0.0029, -0.0138
O, 0.0057, -0.0104, -0.0176
O, -0.0044, -0.0007, 0.0021
O, -0.0035, 0.0021, -0.0017
O, -0.0044, 0.0077, -0.0226
Si, -0.0125, 0.001, -0.0063
Si, 0.0033, 0.0017, -0.0132
Si, -0.0001, 0.0004, -0.0037
Si, -0.0145, -0.0061, -0.0007
Si, 0.0015, -0.001, 0.0025
Si, -0.0051, -0.0023, -0.0077
Si, 0.0011, 0.0027, 0.0029
Si, -0.0072, 0.0071, 0.0133
Si, 0.0038, -0.0043, 0.0072
Si, 0.0037, 0.0006, -0.0059
Si, 0.0058, -0.0014, -0.0078
Si, -0.0042, 0.0036, -0.0091
Si, 0.0008, 0.0133, -0.0068
Si, -0.0096, 0.0018, -0.0072
Si, -0.0057, -0.0017, 0.0088
Si, 0, -0.0016, -0.0073
Si, 0.0026, -0.0012, 0.0164
Si, -0.0005, -0.0134, -0.0315
Si, -0.0021, 0.0044, -0.0075
Si, 0.0049, 0.0018, -0.0085
Si, 0.0021, 0.0018, 0.0188
Si, -0.0061, 0.0021, 0.0052
Si, -0.0013, 0.0006, 0.0066
Si, -0.0073, 0.0094, 0.0021
Si, -0.0021, 0.0022, 0.0007
Si, -0.0037, 0.0012, 0.007
Si, 0.0005, -0.0101, -0.0013
Si, -0.0053, 0.0011, -0.0031
Si, -0.0045, 0.0062, 0.0071
Si, -0.0002, -0.0022, 0.0061
Si, 0.0003, -0.0025, 0.0027
Si, -0.0115, 0.0045, -0.0081
Si, -0.0007, 0.0009, -0.005
Si, -0.0022, 0.0025, -0.006
Si, -0.0025, -0.0007, -0.0013
Si, 0.0091, -0.0004, 0.0064
Si, 0.0044, 0.0015, 0.0113
Si, 0.0013, -0.0021, 0.0084
O, 0, -0.0009, -0.0003
O, 0.0011, -0.0077, -0.0034
O, 0.0034, -0.0023, -0.0009
O, 0.0038, -0.0012, -0.0004
O, -0.0034, 0.001, -0.0012
O, 0.001, 0.0007, -0.0004
O, 0.0028, -0.0073, 0
O, 0.0011, 0.0018, 0.0008
O, -0.0006, -0.0047, 0.0014
O, -0.0045, 0.0016, 0.004
O, -0.0027, 0.0001, 0.0006
O, -0.0003, -0.0005, -0.0047
O, -0.0057, 0.0033, 0.0013
O, 0.003, 0, -0.0064
O, 0, 0.0054, 0.0046
O, -0.0024, -0.0024, -0.0014
O, -0.0015, 0.0005, 0.0055
O, -0.0026, 0.0022, -0.0013
O, 0.0011, -0.0019, -0.0007
O, 0.0051, -0.0087, -0.0042
O, 0.0016, -0.0011, -0.0015
O, -0.0017, -0.0002, -0.0001
O, 0.0033, 0.0006, -0.0043
O, -0.0014, 0.0004, 0.0004
O, 0.0013, -0.0035, -0.0003
O, -0.0016, 0.0008, -0.0014
O, -0.0016, -0.0013, -0.0003
O, 0.0052, 0.0012, 0.0094
O, -0.0002, 0.0008, -0.0041
O, 0.014, 0.0129, -0.0203
O, -0.0017, 0.0037, -0.0051
O, 0.0015, -0.0025, -0.0022
O, -0.0028, -0.0007, -0.0066
O, 0.0022, -0.002, -0.0053
O, -0.0005, 0.0047, -0.0033
O, -0.0007, -0.0003, 0.001
O, 0.0001, 0.0037, -0.0026
O, 0.0022, -0.0014, -0.0022
O, 0.0039, 0.0037, -0.002
O, -0.0011, -0.0004, 0.0013
O, -0.0038, 0.0023, -0.0017
O, -0.0013, -0.0014, -0.0021
O, 0.0007, 0.0006, -0.0028
O, -0.0052, 0.0029, 0.0042
O, 0.007, -0.001, -0.004
O, -0.0007, 0.0023, 0.002
O, -0.0018, 0.0013, -0.0029
O, -0.0013, 0.0005, -0.0023
O, -0.0048, 0.0022, -0.0127
O, 0.0013, 0.0017, 0.0004
O, -0.0014, -0.0052, -0.0059
O, 0.0019, 0.0002, -0.0049
O, -0.0005, -0.0009, -0.0058
O, 0.0011, 0.0036, -0.0025
O, -0.0051, -0.0125, -0.0104
O, -0.0069, -0.0046, -0.0112
N, 0.0035, 0.0007, -0.0062
O, 0, -0.0013, -0.0002
O, -0.0002, 0.0022, 0.0018
O, 0.0018, -0.0069, 0.0003
O, -0.0031, -0.0032, 0.0042
O, -0.002, 0.0002, -0.0004
O, -0.0007, 0.0007, -0.0009
O, -0.0012, -0.0008, -0.0053
O, 0.0036, -0.0058, -0.0024
O, -0.0009, -0.0036, -0.0042
O, -0.001, -0.0013, -0.0008
O, -0.0001, 0.0001, -0.0043
H, 0.0016, 0.0065, 0.0047

The program warned: the cutoff lies below the one the program advises for these potential files; the forces do not sum to zero within the program's tolerance; the exchange-correlation potential is rough where the density is thin.
